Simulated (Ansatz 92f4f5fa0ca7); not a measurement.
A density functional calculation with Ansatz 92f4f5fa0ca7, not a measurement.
Periodic cell of 272 atoms, Si165O105As2, from a study of silicon, its oxide and their interface. The atomic structure is a simulated model.
Doubt: the cutoff is far below the 930 eV that the study's wrapper takes by default for these files, so forces and energies are approximate.
This geometry differs little from another in the collection (a relaxation step or a small displacement).

Settings: functional PBE; potential files Ansatz PAW; basis plane waves; wave-function cutoff 580 eV; density cutoff ratio 5; exchange-correlation grid ratio 1; k mesh 1 x 1 x 1, Gamma-centred; self-consistency stop 5e-08 eV per atom in the density residual; occupations fixed; spin none; net charge 0.

Cell vectors (angstrom)
a, 11.6015, 0, 0
b, 0, 13.3963, 0
c, 0, 0, 29.8085

Atoms and the computed forces on them: element, x, y, z (angstrom), force x, y, z (eV/angstrom)
Si, 11.5447, 0.1458, 22.9428, -0.0039, 0.044, -0.0339
Si, 3.8964, 0.1193, 23.0137, 0.0213, 0.0242, -0.0065
Si, 7.6684, 0.084, 23.1412, -0.0126, 0.0507, 0.0087
Si, 2.0086, 3.4286, 22.9168, 0.0687, -0.0341, -0.0253
Si, 5.879, 3.6393, 23.0292, -0.0039, 0.0103, -0.0095
Si, 9.802, 3.4963, 23.1667, -0.1473, 0.028, -0.0667
Si, 11.6251, 6.8209, 23.0467, 0.0247, 0.0218, -0.0033
Si, 3.9356, 7.007, 23.1694, 0.0106, 0.0123, -0.0218
Si, 7.7722, 6.8155, 23.1569, -0.0392, 0.0548, -0.0547
Si, 2.0134, 10.1976, 23.2512, -0.0176, 0.0314, -0.0109
Si, 5.8393, 10.0741, 23.2764, 0.0132, -0.0204, -0.0063
Si, 9.8114, 10.06, 23.1759, 0.022, -0.016, 0.0053
Si, 11.6973, 2.3249, 23.8639, 0.0678, -0.0281, -0.0286
Si, 3.9652, 2.371, 23.7464, -0.0227, -0.0019, -0.0016
Si, 7.777, 2.3781, 23.7829, 0.053, -0.0077, -0.0056
Si, 2.0049, 5.687, 23.6941, -0.0375, 0.0154, 0.0039
Si, 5.8116, 5.7801, 23.9683, 0.0257, -0.0141, 0.0054
Si, 9.7138, 5.7134, 23.9263, 0.0172, -0.01, 0.0055
Si, 11.7172, 8.9951, 23.9938, -0.0068, -0.0018, -0.0093
Si, 3.8922, 9.1048, 24.1692, -0.0035, -0.0006, 0.0003
Si, 7.8282, 9.0274, 23.958, -0.003, -0.0254, 0.014
Si, 1.9068, 12.4699, 23.8098, 0.0184, -0.0226, 0.0135
Si, 5.7671, 12.3512, 23.9154, -0.0172, -0.0127, 0.0019
Si, 9.6719, 12.3601, 23.7926, -0.0096, -0.0074, -0.0056
Si, 11.648, 2.2644, 26.2373, -0.0152, 0.0189, 0.0435
Si, 3.9059, 2.2929, 26.1669, 0.0015, -0.0006, -0.0066
Si, 7.753, 2.2942, 26.1892, -0.0089, 0.0054, -0.0059
Si, 1.9645, 5.6117, 26.1399, -0.0018, -0.0048, -0.002
Si, 5.809, 5.6507, 26.3096, -0.004, -0.0053, -0.004
Si, 9.6919, 5.6344, 26.2826, 0.0002, 0.0002, 0.0016
Si, 11.6512, 8.961, 26.3283, 0.0035, -0.0009, -0.0037
Si, 3.8777, 8.9968, 26.457, -0.005, 0.0019, -0.0006
Si, 7.7836, 8.975, 26.3064, 0.0002, 0.0154, -0.0113
Si, 1.9218, 12.3663, 26.2101, -0.0027, 0.0051, -0.0001
Si, 5.7925, 12.3165, 26.276, 0.0013, -0.0006, 0.0006
Si, 9.6781, 12.3224, 26.1949, 0.0073, 0.0001, -0.0013
Si, 1.9779, 1.1737, 27.0368, 0.0171, -0.0095, -0.0173
Si, 5.8207, 1.1693, 27.0193, 0.0053, 0.0067, 0.0095
Si, 9.6822, 1.157, 27.0118, -0.0047, 0.004, -0.0095
Si, 11.6377, 4.5014, 27.019, -0.0004, -0.0059, -0.0012
Si, 3.8723, 4.5003, 27.0274, 0.0079, -0.0054, 0.004
Si, 7.7461, 4.5059, 27.0455, 0.0012, -0.0117, -0.0003
Si, 1.9527, 7.802, 27.0728, -0.0005, 0.0078, 0.0023
Si, 5.8405, 7.8703, 27.0868, 0.0039, 0.0043, -0.0003
Si, 9.7046, 7.85, 27.0762, -0.0027, 0.004, 0.0034
Si, 11.6105, 11.219, 27.0362, 0.0011, 0.0011, 0.0018
Si, 3.8443, 11.2511, 27.0756, 0.0015, 0.003, -0.0048
Si, 7.7523, 11.2141, 27.0434, -0.0076, -0.0075, 0.0125
Si, 1.9336, 1.1164, 29.4135, 0.1141, 0.125, -0.0362
Si, 5.8008, 1.1164, 29.4135, 0.0331, 0.1042, -0.17
Si, 9.6679, 1.1164, 29.4135, 0.0418, 0.0483, -0.1567
Si, 0, 4.4654, 29.4135, 0.1324, 0.0702, -0.1045
Si, 3.8672, 4.4654, 29.4135, -0.0677, 0.0255, -0.1888
Si, 7.7343, 4.4654, 29.4135, 0.0602, 0.0099, -0.0157
Si, 1.9336, 7.8145, 29.4135, -0.0176, -0.1799, 0.2406
Si, 5.8008, 7.8145, 29.4135, 0.1186, 0.0081, 0.3994
Si, 9.6679, 7.8145, 29.4135, 0.0514, 0.029, 0.1826
Si, 0, 11.1635, 29.4135, -0.001, 0.1295, -0.0801
Si, 3.8672, 11.1635, 29.4135, -0.0933, 0.2627, 0.2492
Si, 7.7343, 11.1635, 29.4135, 0.0301, 0.1215, -0.087
Si, 0, 0, 0.3944, -0.0761, -0.1049, -0.2071
Si, 3.8672, 0, 0.3944, 0.0324, -0.1444, 0.2814
Si, 7.7343, 0, 0.3944, -0.2033, -0.1898, 0.014
Si, 1.9336, 3.3491, 0.3944, 0.0878, -0.1018, -0.1639
Si, 5.8008, 3.3491, 0.3944, -0.1059, -0.0751, 0.1745
Si, 9.6679, 3.3491, 0.3944, -0.1993, 0.0347, -0.1194
Si, 0, 6.6981, 0.3944, -0.0812, 0.017, 0.0479
Si, 3.8672, 6.6981, 0.3944, -0.0003, -0.1183, -0.1551
Si, 7.7343, 6.6981, 0.3944, 0.0129, -0.0008, -0.0114
Si, 1.9336, 10.0472, 0.3944, -0.024, 0.003, -0.093
Si, 5.8008, 10.0472, 0.3944, 0.1351, 0.1249, 0.0281
Si, 9.6679, 10.0472, 0.3944, 0.0163, -0.1285, -0.0587
Si, 11.5506, -0.0293, 2.7404, 0.0036, 0.0062, 0.0007
Si, 3.8479, -0.0516, 2.7956, -0.0096, 0.0114, 0.0122
Si, 7.6633, -0.0758, 2.7681, 0.0017, 0.0056, 0.0063
Si, 1.9277, 3.2978, 2.7373, -0.0092, 0.0003, 0.0082
Si, 5.7547, 3.2999, 2.7957, 0.0074, 0.0025, 0.0009
Si, 9.5976, 3.3329, 2.754, -0.001, -0.0002, 0.0133
Si, 11.5822, 6.6627, 2.7605, 0.0101, -0.0097, -0.0034
Si, 3.8729, 6.6425, 2.7411, -0.0051, -0.0004, -0.0006
Si, 7.7344, 6.6718, 2.7559, 0.0065, -0.0014, 0.0191
Si, 1.9354, 10.0145, 2.7577, 0.0088, -0.008, -0.0002
Si, 5.8297, 10.0577, 2.7729, 0.0028, -0.0015, 0.0019
Si, 9.6827, 9.9924, 2.7565, 0.0018, -0.0051, -0.0039
Si, 11.5503, 2.228, 3.4304, 0.0087, -0.0133, -0.0107
Si, 3.8157, 2.1563, 3.6222, -0.0022, -0.0167, -0.0019
Si, 7.6809, 2.137, 3.5457, -0.0009, -0.0069, 0.004
Si, 1.9158, 5.5236, 3.4903, -0.0038, 0.0037, 0.0069
Si, 5.8129, 5.5548, 3.5582, -0.0101, -0.0089, -0.0071
Si, 9.6484, 5.5567, 3.5864, 0.0033, -0.0039, -0.0153
Si, 11.6208, 8.8901, 3.575, -0.0079, 0.0035, 0.0042
Si, 3.9108, 8.8867, 3.4436, -0.0112, 0.0015, 0.0034
Si, 7.7461, 8.8931, 3.5627, -0.0012, 0.0088, 0.0089
Si, 1.8703, 12.2511, 3.5396, -0.0057, 0.0037, -0.0013
Si, 5.7514, 12.2388, 3.7384, 0.0064, -0.0054, -0.0047
Si, 9.6193, 12.2194, 3.5043, -0.0011, -0.0022, -0.003
Si, 11.4751, 2.2124, 5.7442, -0.0355, 0.0345, 0.003
Si, 3.7195, 2.0961, 6.0266, 0.0249, 0.023, -0.0076
Si, 7.6128, 2.0231, 5.9138, -0.0125, 0.0153, 0.0071
Si, 1.8948, 5.4528, 5.834, 0.0139, 0.032, -0.0054
Si, 5.8128, 5.5251, 5.93, 0.0319, 0.0435, 0.0033
Si, 9.6118, 5.5091, 5.9722, 0.003, 0.0282, -0.0028
Si, 11.6596, 8.8454, 5.9597, 0.0273, -0.0038, 0.0064
Si, 3.9501, 8.8288, 5.7663, 0.0146, -0.0081, 0.0025
Si, 7.7903, 8.8461, 5.9439, 0.0169, -0.02, -0.0002
Si, 1.7918, 12.2076, 5.9083, 0.0017, 0.0046, -0.0012
Si, 5.7175, 12.1706, 6.2378, -0.0049, 0.0305, 0.01
Si, 9.5901, 12.1583, 5.8526, 0.0024, 0.012, 0.0029
Si, 1.6426, 1.036, 6.691, 0.0026, -0.0128, 0.018
Si, 5.6425, 1.0598, 6.9534, 0.0193, -0.0417, 0.0191
Si, 9.639, 0.985, 6.5885, -0.0003, -0.006, 0.0014
Si, 11.5468, 4.3908, 6.6776, 0.0344, -0.0713, 0.0302
Si, 3.8633, 4.3761, 6.5752, -0.0812, -0.0581, 0.0376
Si, 7.6984, 4.242, 6.6057, -0.0011, -0.0639, -0.0151
Si, 2.0622, 7.6778, 6.5311, -0.0244, 0.0015, -0.0052
Si, 5.8623, 7.7741, 6.7678, -0.0226, 0.0151, 0.0123
Si, 9.7451, 7.746, 6.7597, -0.0175, 0.0158, -0.0005
Si, 11.4608, 11.0582, 6.7792, -0.0081, -0.0357, 0.0085
Si, 3.66, 10.982, 6.6477, -0.0002, -0.0116, 0.0074
Si, 7.7552, 11.0268, 6.8289, -0.0067, -0.0085, 0.0067
O, 9.9577, 7.884, 8.4242, 0.0013, -0.0043, 0.0011
O, 9.93, 0.8593, 8.2351, 0.0024, 0.0004, 0.0018
O, 1.0617, 0.9887, 8.2773, 0.0133, 0.0043, -0.0262
O, 3.0826, 10.5878, 8.1576, 0.0006, 0.0048, -0.0116
O, 5.8895, 7.8962, 8.4461, 0.0154, -0.0066, -0.0133
O, 5.5133, 1.3077, 8.6301, -0.0091, 0.015, -0.0141
O, 3.9421, 4.3519, 8.2216, 0.0292, 0.0181, -0.0273
O, 7.6811, 3.7957, 8.2243, -0.0085, 0.0353, -0.0231
O, -0.0858, 4.4105, 8.3539, -0.0193, 0.018, -0.0203
O, 11.1566, 11.054, 8.4315, 0.002, 0.0097, -0.0237
O, 8.1052, 10.8079, 8.4684, 0.0087, 0.0015, -0.0115
O, 2.4565, 7.5302, 8.1255, 0.0028, -0.0025, -0.005
O, 11.4352, 0.2041, 21.2647, -0.0021, -0.0226, 0.0236
O, 10.0316, 3.6317, 21.5347, 0.0121, -0.0148, 0.0708
O, 4.1273, 7.525, 21.5851, -0.0062, -0.0037, 0.0127
O, 5.9758, 4.1107, 21.4123, 0.0033, -0.0112, 0.029
O, 5.7271, 9.7434, 21.6387, -0.0094, 0.0052, -0.0025
O, 1.9813, 3.3554, 21.2311, -0.0265, 0.009, 0.0341
O, 7.3705, 13.3994, 21.5042, 0.0178, -0.0118, 0.0093
O, 3.9821, 0.1104, 21.3483, -0.0044, -0.0071, 0.0045
O, 7.7261, 6.7933, 21.4912, 0.0096, -0.0169, 0.015
O, 2.0949, 10.1346, 21.603, 0.0025, -0.014, 0.0034
O, 11.4624, 6.9038, 21.3841, -0.0047, -0.0033, 0.0079
O, 10.1215, 9.6684, 21.5753, -0.0103, 0.017, -0.0156
Si, 11.7168, 6.4895, 11.3105, 0.0115, -0.0061, -0.0147
Si, 1.5835, 10.3222, 16.2495, 0.0171, 0.0021, 0.0033
Si, 0.2536, 3.7644, 9.8108, 0.0053, 0.0054, 0.0048
Si, 8.0413, 12.814, 20.1482, -0.0101, -0.0064, -0.0086
Si, 2.8619, 10.4913, 9.7566, 0.0036, -0.0063, -0.0008
Si, 2.5264, 10.3565, 20.0583, -0.0015, -0.0069, -0.001
Si, 10.3472, 3.661, 19.952, -0.0015, 0.0068, -0.0093
Si, 0.3214, 12.8628, 17.1155, 0.0066, 0.0029, -0.0087
Si, 10.8376, 0.6686, 19.8054, 0.0103, 0.0048, -0.0136
Si, 3.2383, 7.7702, 16.31, -0.0021, 0.0015, 0.0013
Si, 0.2548, 6.45, 19.8709, -0.0062, -0.0067, 0.0052
Si, 9.3468, 2.2923, 14.172, -0.0095, -0.0154, 0.0014
Si, 2.783, 2.6049, 10.9072, -0.0113, 0.0072, 0.003
Si, 5.1226, 11.8676, 15.3555, -0.0005, -0.0063, -0.0122
Si, 4.9172, 8.6619, 20.7023, 0.0098, 0.0015, -0.008
Si, 3.6051, -0.3456, 11.2798, -0.0008, -0.01, -0.0037
Si, 5.7552, 8.8141, 14.9292, 0.0054, 0.0183, -0.0148
Si, -0.124, 11.4215, 9.9975, 0.0097, -0.0052, 0.0062
Si, 9.3856, 9.9318, 20.1431, -0.0021, -0.0056, 0.0067
Si, 3.3677, 0.0208, 19.8361, 0.0076, 0.0056, -0.0076
Si, 7.5554, 4.6779, 9.5779, -0.005, -0.0101, 0.0271
Si, 2.3751, 12.2732, 14.1503, 0.002, 0.0064, 0.0043
Si, 6.1054, 0.6039, 10.0056, 0.0046, -0.0018, -0.0158
Si, 2.6655, 2.8626, 19.8128, 0.008, 0.0109, 0.0073
Si, 5.6686, 4.0932, 13.5668, 0.0218, 0.0144, -0.0005
Si, 7.3203, 0.2413, 15.5724, -0.0011, 0.0026, -0.0122
Si, 9.6146, 11.6907, 15.163, -0.0139, -0.0062, -0.0229
Si, 2.1234, 6.6003, 13.6165, 0.0094, -0.0082, -0.0068
Si, 2.6573, 3.484, 13.8521, -0.0051, 0.0003, 0.0056
Si, 11.6663, 9.1454, 18.3898, 0.0081, -0.0053, 0.0069
Si, 11.2724, 0.9554, 9.1709, -0.0136, 0.0064, 0.0054
Si, 9.214, 7.3334, 9.7692, -0.0044, 0.0015, -0.0094
As, 8.9607, 8.7092, 14.5349, -0.092, 0.1214, 0.0072
Si, 4.9858, 7.0428, 12.4716, -0.0011, -0.0047, 0.0035
Si, 2.9303, 5.5911, 18.7818, 0.0067, 0.0017, -0.0021
Si, 2.644, 7.4524, 9.7206, 0.0019, -0.0014, -0.0082
Si, 6.3605, 8.4175, 9.9309, -0.0091, -0.0072, -0.0105
Si, 4.403, 4.7737, 9.7012, -0.0024, -0.0024, -0.0098
Si, 9.2916, 10.9113, 12.2211, 0.0045, 0.0105, 0.021
Si, 5.8285, 13.0653, 17.927, -0.0027, 0.0051, -0.0175
Si, 7.849, 4.6608, 18.4488, 0.0085, 0.0067, -0.0267
As, 8.1545, 5.1276, 15.223, -0.0759, -0.096, 0.0612
Si, 7.2713, 11.1715, 9.839, -0.0128, 0.0092, 0.0094
Si, 5.2781, 4.1083, 19.9366, -0.0026, 0.0038, -0.0184
Si, 0.7578, 1.3874, 15.027, -0.0034, 0.0073, -0.0075
Si, 7.5055, 7.3903, 19.9908, -0.0002, -0.0198, 0.0195
Si, 7.7364, 2.6003, 11.7155, -0.0064, -0.0055, 0.0182
O, 3.5482, 6.1238, 10.0977, -0.0012, -0.012, 0.0043
O, 1.8148, 2.6255, 14.9412, 0.003, -0.0024, -0.0005
O, -0.2427, 13.0536, 10.1638, 0.0016, 0.0091, -0.0028
O, 8.4319, 8.6909, 19.7514, 0.012, 0.0206, -0.0041
O, 2.303, 1.2714, 19.5652, 0.0028, -0.0091, -0.0043
O, 8.2368, 4.5303, 16.8843, 0.0055, 0.0454, -0.044
O, 2.6629, 11.9482, 19.7164, -0.0025, -0.0008, -0.0023
O, 7.3265, 8.8354, 15.3569, 0.0781, -0.0255, -0.0054
O, 1.2875, 0.0868, 14.1858, 0.001, -0.0072, 0.0008
O, 4.2733, 3.3946, 14.0506, 0.0082, 0.0059, 0.0047
O, 4.18, 3.4577, 10.6876, 0.0075, 0.0163, -0.0021
O, 10.8603, 1.7812, 14.502, 0.003, -0.0003, 0.0037
O, 11.576, 4.8798, 10.9813, -0.0046, -0.0032, 0.0013
O, 10.8616, 12.3151, 15.9938, 0.0053, -0.0007, 0.005
O, 1.8247, 3.346, 9.827, 0.0031, -0.0075, -0.0143
O, 8.5304, 5.9369, 9.3239, -0.0061, -0.0088, 0.0107
O, 11.1228, 2.2698, 19.5388, -0.0042, -0.0109, -0.0022
O, 5.5504, 7.575, 11.0472, 0.004, 0.0008, 0.0028
O, 11.3641, 7.5708, 18.7653, 0.002, 0.0062, 0.0018
O, 7.9769, 8.2947, 10.2022, 0.0082, -0.0082, 0.0052
O, 10.249, 7.1691, 11.0303, -0.0083, 0.0068, 0.0064
O, 9.253, 3.8887, 14.5265, 0.0101, 0.0194, -0.0077
O, 8.6098, 11.3218, 20.3933, -0.0016, 0.0021, -0.0052
O, 10.5652, 10.7535, 11.1901, 0.0117, -0.0045, -0.0127
O, 8.331, 12.3918, 15.8686, 0.0039, -0.0076, -0.0001
O, 4.299, 2.8114, 19.9541, -0.0076, 0.0014, -0.0032
O, 4.5048, 0.2032, 18.6853, -0.0092, -0.0006, 0.0123
O, 10.429, 10.0742, 18.9023, -0.0099, 0.0007, 0.0005
O, 6.5653, 0.7635, 16.9397, -0.0017, -0.0058, 0.0102
O, 0.6741, 6.7798, 12.8403, -0.0094, 0.0027, 0.0047
O, 1.1585, 7.2182, 10.3167, -0.0018, -0.0006, 0.0061
O, 3.3497, 7.1172, 12.6508, -0.0047, -0.0024, 0.0068
O, 3.91, 9.5336, 19.7654, 0.0008, -0.0019, 0.0015
O, 6.5186, 4.4305, 14.9194, 0.0331, 0.0184, 0.0093
O, 0.7574, 0.9545, 16.6012, -0.0056, -0.0076, 0.0004
O, 1.5264, 11.7425, 17.0934, -0.0017, -0.0058, -0.0007
O, 5.6956, 8.0634, 13.4987, 0.0011, -0.0058, 0.0044
O, 3.0088, 12.3828, 12.6454, 0.0002, 0.0026, -0.0024
O, 6.4817, 2.9986, 12.6787, 0.0075, -0.0056, -0.007
O, 2.84, 9.3361, 16.6561, -0.0002, 0.0035, -0.0012
O, 5.9707, 7.8799, 19.7395, -0.0029, 0.0069, 0.0041
O, 1.8782, 6.3503, 19.7673, -0.0041, 0.0028, -0.003
O, 1.3952, 9.6478, 19.1579, 0.0045, 0.0042, 0.003
O, 9.6218, 10.0848, 15.4413, -0.0006, -0.0366, -0.0005
O, 3.2076, 8.9362, 10.2099, -0.0035, 0.0088, 0.003
O, 8.7872, 9.4965, 12.898, 0.0138, -0.0406, 0.0344
O, 2.2545, 7.4026, 15.0342, 0.0001, 0.0008, -0.0029
O, 8.9199, 3.7175, 19.2056, 0.0144, 0.0036, 0.0013
O, 4.8338, 7.8973, 15.9439, 0.0101, -0.0009, -0.0017
O, 7.3268, 1.4635, 10.6317, 0.0014, 0.0001, 0.0001
O, 7.8966, 6.2275, 18.9204, 0.0009, -0.005, -0.002
O, 5.9972, 5.1053, 9.7763, 0.0157, -0.0142, 0.0034
O, 6.9055, -0.7757, 19.0319, 0.0231, -0.0014, 0.0134
O, 11.0789, 2.3386, 10.0469, -0.0034, -0.0021, -0.0026
O, 9.0194, 2.0914, 12.5806, -0.0046, 0.0032, -0.0047
O, 9.6326, 11.913, 13.5091, -0.0026, -0.0051, 0.0009
O, 6.3926, 4.007, 18.7654, -0.0128, -0.0003, 0.0155
O, 6.1107, 10.0303, 10.0644, 0.0075, 0.001, 0.0085
O, 1.3544, 10.8113, 10.2741, -0.0126, 0.0027, 0.0043
O, 5.2073, 10.3525, 14.7548, 0.0019, -0.0075, 0.0036
O, 1.6854, 10.8246, 14.6504, -0.0015, 0.0004, -0.0007
O, 11.4354, 13.0822, 18.6469, -0.0077, 0.004, 0.0111
O, 5.4327, 11.7963, 16.9643, 0.0064, 0.0035, 0.009
O, 8.0996, 11.4334, 11.2241, -0.0112, -0.0127, -0.0161
O, 11.1961, 4.9941, 19.5326, -0.0007, -0.0017, 0.0023
O, 8.1793, 1.468, 14.9677, 0.0022, -0.0017, 0.0006
O, 2.3735, 4.011, 18.6345, 0.0004, -0.0046, 0.0027
O, 3.7421, 11.7482, 10.3115, -0.0033, -0.0026, 0.0039
O, 9.2181, 0.4594, 19.7331, -0.0069, -0.0062, -0.0005
O, 2.2318, 2.8822, 12.4067, 0.0039, -0.0074, -0.0063
O, 3.6315, 12.4921, 15.1622, -0.0059, -0.0032, 0.0025
O, 8.1619, 3.9306, 10.88, -0.0074, 0.0151, -0.0199
O, 5.1043, 0.3217, 11.2793, 0.002, 0.0027, 0.0017
O, 4.3619, 5.43, 19.5671, 0.0019, -0.009, -0.0027
O, 6.1535, 12.9411, 14.6306, 0.0024, 0.0011, 0.0087
O, 3.0704, 6.5601, 17.4378, -0.0011, -0.0011, 0.0038
O, 2.7507, 0.9666, 10.7347, 0.0001, 0.0013, 0.0058
O, 0.302, 9.4028, 16.7763, -0.013, -0.0013, 0.0065
O, 5.4277, 5.4846, 12.7211, -0.008, 0.0035, 0.0038
O, 2.2319, 5.0329, 13.9891, 0.0044, 0.0008, 0.0028
O, 6.5871, 12.573, 9.4298, 0.0022, -0.0083, 0.0043

Results
free energy: -174311.339 eV
free energy less fixed offsets of As -4856.12, O -568.88, Si -635.61 eV per atom: 8.951 eV

The program warned: the cutoff lies below the one the program advises for these potential files; the forces do not sum to zero within the program's tolerance; the exchange-correlation potential is rough where the density is thin.
